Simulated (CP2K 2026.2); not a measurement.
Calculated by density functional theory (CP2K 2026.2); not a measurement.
Periodic cell of 518 atoms, Si360O158, from a study of silicon, its oxide and their interface. The atomic structure is a simulated model.
Doubt: the forces sum to 2.18 eV/angstrom along one axis rather than to zero, so they err by at least 0.0042 eV/angstrom per atom on average; the grid cutoff is modest.

Settings
functional: PBE
method: Gaussian and plane waves
basis set: DZVP-MOLOPT-SR-GTH
pseudopotentials: GTH-PBE
grid cutoff: 300 Ry, relative cutoff 40 Ry
k points: Gamma only
occupations: fixed
spin: none
net charge: 0

Cell vectors (angstrom)
a	16.32	0	0
b	0	16.32	0
c	0.5646	-1.8073	34.4429

Atoms and the computed forces on them: element, x, y, z (angstrom), force x, y, z (eV/angstrom)
Si	-6.559	0.121	-5.218	-0.06	0.036	-0.08
Si	4.965	7.537	-3.142	-0.193	-0.076	-0.033
Si	0.309	7.514	-1.319	0.067	-0.045	0.089
Si	3.532	8.278	1.561	0.017	0.008	0.064
Si	-2.198	-4.952	-3.592	-0.029	0.048	-0.046
Si	-2.628	-5.012	26.215	0.026	0.04	0.012
Si	0.748	5.155	-3.058	0.071	0.125	0.017
Si	2.55	2.578	1.351	0.166	0.205	0.75
Si	4.662	-5.888	-3.112	-0.053	0.004	-0.02
Si	-10.079	5.403	-6.873	0	0.02	-0.012
Si	-4.644	-5.361	-6.712	-0.018	-0.042	0.141
Si	-1.143	0.091	-3.974	0.02	0.017	-0.045
Si	3.343	5.893	-7.627	-0.031	-0.011	-0.107
Si	-0.301	-1.243	23.768	-0.359	-0.144	-0.628
Si	-3.61	-6.848	0.445	-0.005	-0.226	0.699
Si	3.158	4.317	-1.189	0.018	0.113	0.047
Si	-8.624	-2.052	-6.142	-0.062	-0.043	-0.11
Si	-0.913	-6.101	-1.097	0.009	-0.019	0.05
Si	0.088	0.639	0.832	-0.031	0.022	0.169
Si	-1.852	-0.153	-1.052	0.08	0.074	-0.051
Si	-0.711	6.19	1.263	-0.246	0.292	0.584
Si	3.272	7.324	-0.588	-0.025	0.233	0.571
Si	0.653	-5.118	1.373	0.221	0.159	0.535
Si	2.431	-3.451	1.496	-0.027	-0.014	-0.046
Si	5.578	-0.312	1.221	0.173	0.103	0.705
Si	-6.755	1.92	0.187	-0.12	-0.051	0.07
Si	-8.974	4.182	0.527	-0.207	0.109	0.684
Si	-10.781	-5.259	-0.324	-0.182	-0.315	0.503
Si	5.176	-6.28	1.716	-0.013	-0.045	0.021
Si	-6.046	-5.059	0.119	-0.025	0.035	0.077
Si	-3.072	-2.341	0.489	-0.042	-0.105	0.245
Si	-3.216	4.545	0.503	-0.209	-0.149	0.725
Si	-4.795	6.831	-0.975	-0.012	0.017	0.161
Si	-3.504	-7.349	2.752	0.023	-0.042	-0.034
Si	-6.993	-6.771	-3.787	0.057	-0.021	-0.079
Si	2.248	-6.186	-4.92	-0.002	-0.079	-0.06
Si	-1.791	1.915	2.968	-0.22	0.277	0.487
Si	1.379	4.171	2.721	0.281	-0.278	0.279
Si	-1.773	7.249	3.011	-0.011	0.043	-0.021
Si	1.597	9.391	2.66	-0.013	-0.083	-0.019
Si	-1.292	-4.152	2.488	0.335	-0.224	0.443
Si	1.413	-1.573	2.603	0.383	-0.233	0.409
Si	4.214	1.299	2.51	0.03	-0.035	0.043
Si	6.325	4.687	2.661	0.019	0.012	0.037
Si	4.504	6.52	2.92	0.07	0.011	-0.106
Si	7.047	-7.123	3.017	-0.069	-0.031	-0.106
Si	4.121	-4.422	2.867	0.012	0.046	0.017
Si	-9.339	-1.574	2.756	-0.391	0.392	0.116
Si	-6.324	0.733	2.873	0.303	-0.019	0.614
Si	-3.501	3.687	2.726	0.028	-0.038	0.002
Si	-7.436	7.479	2.926	-0.24	0.149	0.688
Si	-8.242	-6.758	-1.066	-0.012	0.029	0.131
Si	-7.152	-3.782	2.819	0.031	-0.046	0.689
Si	-4.511	-0.903	2.913	-0.212	0.217	0.63
Si	-2.796	0.132	4.147	-0.011	-0.057	-0.041
Si	-0.002	2.869	4.154	-0.006	-0.018	-0.014
Si	-2.732	5.431	4.161	-0.008	0.003	0.028
Si	0.068	8.224	4.088	0.041	-0.013	0.029
Si	-2.596	-5.51	3.959	-0.025	0.068	-0.063
Si	-0.089	-2.725	4.002	0.023	0.003	-0.067
Si	2.771	-0.045	3.879	-0.071	0.02	0.025
Si	5.441	2.798	3.901	0.045	0.006	-0.039
Si	2.797	5.422	4.113	0.003	0.028	0.001
Si	5.517	-8.26	4.374	0.055	-0.018	0.013
Si	2.69	-5.574	4.254	-0.004	-0.044	0.026
Si	5.425	-2.819	4.045	0.024	-0.004	0.037
Si	-8.125	-0.086	4.153	0.007	0.001	-0.028
Si	-5.37	2.694	3.902	-0.038	-0.02	-0.054
Si	-8.294	5.587	4.085	-0.015	0.024	-0.139
Si	-5.441	8.221	4.012	0.022	-0.009	-0.076
Si	-8.206	-5.396	4.18	0.053	-0.023	0.003
Si	-5.503	-2.676	4.11	0.061	0.012	-0.05
Si	-1.392	-1.321	5.375	0.014	0.016	0.024
Si	1.384	1.33	5.308	0.038	-0.039	0.015
Si	-1.319	4.188	5.567	-0.033	0.006	-0.045
Si	1.397	6.805	5.432	-0.007	0.017	0.011
Si	-1.269	9.583	5.469	0.003	-0.012	-0.011
Si	1.283	-4.088	5.422	0.016	-0.01	-0.022
Si	4.069	-1.378	5.341	-0.014	-0.001	0.008
Si	6.814	1.429	5.313	-0.034	-0.021	-0.022
Si	4.091	4	5.444	0.03	0.002	0.021
Si	-9.477	6.755	5.716	-0.022	-0.002	0.037
Si	4.075	-6.871	5.595	-0.042	0.001	-0.002
Si	6.735	12.225	5.527	-0.014	0.039	0.032
Si	-6.831	-1.411	5.58	0.012	0.042	0.027
Si	-4.14	1.445	5.523	-0.05	0.032	-0.006
Si	-6.803	4.106	5.238	0.016	-0.018	0.002
Si	-4.195	6.764	5.429	0.01	0.004	-0.039
Si	-6.71	-6.707	5.459	-0.002	0.011	0.021
Si	-4.04	-4.112	5.306	-0.014	-0.048	0.009
Si	0.009	0.009	6.722	0.017	0.008	0.004
Si	2.714	2.652	6.769	-0.037	0.007	-0.031
Si	0.055	5.507	6.872	0.022	-0.01	0.025
Si	2.704	-8.215	6.89	-0.026	-0.004	0.017
Si	-0.002	-5.4	6.878	0.035	0.006	0.009
Si	2.699	-2.715	6.738	0.016	-0.009	-0.013
Si	5.449	0.019	6.685	-0.032	-0.018	-0.019
Si	-8.134	2.749	6.695	0.024	0.036	0.021
Si	-10.904	5.35	6.891	-0.031	0.009	-0.028
Si	8.254	8.212	6.865	0.006	0.006	-0.04
Si	5.416	10.862	6.887	0.028	0.007	0.017
Si	8.119	-2.758	6.887	0.009	-0.012	0.005
Si	-5.467	0.022	6.849	0.006	-0.003	0.022
Si	-2.718	2.775	6.837	-0.019	-0.018	0.006
Si	-5.51	5.407	6.775	-0.058	-0.016	0.023
Si	-2.725	8.155	6.721	0.033	0.026	-0.069
Si	-5.364	-5.385	6.81	0.012	0.02	-0.001
Si	-2.731	-2.717	6.721	-0.011	-0.021	-0.012
Si	-1.373	1.355	13.572	0.017	0.01	0.006
Si	1.373	4.053	13.582	0.026	-0.019	-0.016
Si	-1.359	6.786	13.602	0.025	-0.021	-0.004
Si	1.353	-6.795	13.596	-0.011	0.015	-0.004
Si	-1.375	-4.046	13.605	-0.016	0.012	0.006
Si	1.369	-1.35	13.589	0.012	-0.023	-0.007
Si	4.075	1.353	13.626	-0.019	0.006	-0.007
Si	-9.513	4.075	13.618	-0.007	0.007	0.016
Si	4.071	-9.545	13.568	0.006	0.001	-0.006
Si	6.812	9.529	13.597	0.007	0.008	0.003
Si	4.1	-4.085	13.608	0.004	-0.009	-0.004
Si	6.807	-1.347	13.629	-0.023	0.006	0.001
Si	-6.785	1.352	13.619	0.035	-0.024	0.002
Si	-4.086	4.08	13.6	-0.031	0.014	-0.002
Si	-6.819	6.807	13.599	-0.016	0.028	-0.003
Si	-4.103	9.526	13.601	0.012	0.003	0
Si	-6.796	-4.055	13.597	-0.005	-0.01	0.001
Si	-4.086	-1.36	13.596	-0.004	0.002	-0.01
Si	-2.732	0.006	14.949	-0.014	-0.037	-0.016
Si	0.008	2.686	14.924	-0.013	0	-0.019
Si	-2.729	5.437	14.962	0.018	0.018	0.005
Si	0	8.15	14.953	0.011	0.006	0.004
Si	-2.758	-5.411	14.936	-0.003	-0.01	-0.009
Si	0.002	-2.682	14.95	0.019	0.026	-0.007
Si	2.72	-0.017	14.981	-0.002	0.002	-0.009
Si	5.443	2.718	14.975	-0.02	-0.015	-0.012
Si	2.742	5.404	14.944	-0.026	0.004	-0.006
Si	5.43	-8.181	14.911	-0.012	-0.01	-0.018
Si	2.725	-5.443	14.953	0.015	0.002	0.005
Si	5.459	-2.723	14.982	0.02	0.005	0.002
Si	-8.143	0.006	15.001	0.011	0.014	-0.013
Si	-5.431	2.719	14.98	0.007	0.017	-0.012
Si	-8.156	5.445	14.973	0.02	0.027	-0.01
Si	-5.484	8.18	14.958	-0.017	-0.01	-0.016
Si	-8.146	-5.415	14.958	-0.003	-0.009	-0.011
Si	-5.444	-2.702	14.981	0.017	0.002	-0.012
Si	-1.352	-1.319	16.316	-0.002	0.032	-0.006
Si	1.331	1.327	16.325	-0.021	-0.021	0.007
Si	-1.35	4.035	16.271	0.026	-0.012	-0.013
Si	1.381	6.764	16.281	0.021	-0.008	-0.004
Si	-1.408	-6.79	16.252	-0.001	0.009	-0.021
Si	1.365	-4.049	16.286	-0.013	0.013	0.007
Si	4.093	-1.371	16.34	-0.003	0.009	0.009
Si	-9.505	1.386	16.341	0.016	0.016	-0.012
Si	4.095	4.067	16.353	0.039	0.041	-0.005
Si	-9.548	6.804	16.302	-0.029	-0.027	-0.004
Si	4.079	-6.844	16.282	-0.005	0.005	-0.005
Si	-9.465	-4.053	16.345	0.003	-0.013	-0.012
Si	-6.781	-1.349	16.379	-0.001	-0.013	0.004
Si	-4.067	1.355	16.343	0.009	0.016	-0.015
Si	-6.795	4.084	16.333	-0.018	-0.028	0.006
Si	-4.126	6.811	16.287	0.01	0.022	0.008
Si	-6.812	9.558	16.347	0.039	0.013	-0.003
Si	-4.101	-4.075	16.345	-0.029	-0.01	0.001
Si	-0.046	0.033	17.759	-0.019	0.02	-0.022
Si	2.708	2.673	17.65	-0.042	-0.044	0.04
Si	-0.021	5.417	17.596	-0.012	-0.005	-0.012
Si	2.762	8.078	17.661	-0.02	0.008	0.007
Si	-0.015	-5.45	17.561	0.019	0.01	-0.028
Si	2.693	-2.696	17.699	0.001	-0.016	-0.004
Si	5.499	-0.021	17.675	0.014	-0.008	0.002
Si	-8.199	2.792	17.721	-0.016	0.038	-0.037
Si	5.475	5.435	17.723	0.011	-0.011	-0.025
Si	-8.217	8.188	17.642	-0.035	0.044	0.034
Si	5.456	-5.462	17.585	-0.006	-0.012	-0.02
Si	-8.094	-2.728	17.782	-0.011	0.004	-0.001
Si	-5.453	0.057	17.735	0.005	0.011	0.042
Si	-2.626	2.655	17.685	0.046	-0.025	-0.021
Si	-5.391	5.399	17.678	0.006	0.006	0.027
Si	-2.841	-8.063	17.613	0.025	0.016	-0.001
Si	-5.475	-5.397	17.759	0.013	-0.012	0.002
Si	-2.684	-2.712	17.634	0.021	-0.033	0.015
Si	-1.308	1.419	19.251	0.016	0.017	-0.003
Si	1.348	4.069	18.965	0.006	0.026	0.003
Si	-1.493	6.805	18.793	0.019	-0.035	-0.036
Si	1.299	-6.869	18.859	0.008	0.033	-0.013
Si	-1.312	-4.103	18.963	0	-0.009	-0.014
Si	1.302	-1.344	19.086	0.01	-0.033	0.024
Si	4.105	1.312	18.985	-0.009	0.039	0.059
Si	-9.503	4.142	19.19	0.023	0.01	-0.014
Si	4.155	6.78	19.105	-0.013	0.012	0.006
Si	-9.551	9.578	19.035	-0.017	0.005	0.027
Si	4.08	-4.153	18.918	0.011	-0.005	0.023
Si	6.852	-1.347	19.095	0.016	0.034	0.008
Si	-6.859	1.463	19.079	0.003	-0.021	0.033
Si	-3.96	4	19.002	0.009	0.05	0.023
Si	-6.83	6.795	18.897	-0.024	-0.008	0.059
Si	-4.112	-6.718	19.138	0.009	0.033	-0.02
Si	-6.75	-4.054	19.244	-0.002	-0.016	0.008
Si	-3.988	-1.311	18.974	0.013	0.005	0.032
Si	-2.686	-0.052	20.51	0.028	-0.028	0.046
Si	0.077	2.9	20.594	-0.003	0.013	0.151
Si	-2.676	5.481	20.308	0.03	0.017	0.019
Si	-0.173	8.129	20.119	-0.009	-0.015	0.042
Si	-2.669	-5.302	20.455	-0.052	-0.053	0.091
Si	0.017	-2.833	20.418	0.017	0.029	0.005
Si	2.695	0.031	20.385	-0.01	0.047	0.034
Si	5.326	2.747	20.406	-0.048	0.035	0.014
Si	2.694	5.399	20.335	0.019	-0.026	0.027
Si	5.526	8.174	20.466	0.007	-0.004	0.008
Si	2.71	-5.593	20.167	-0.066	-0.05	0
Si	5.427	-2.805	20.28	0.008	-0.03	0.083
Si	-8.171	0.082	20.509	-0.009	-0.015	0.037
Si	-5.365	2.742	20.396	-0.048	-0.012	0.014
Si	-8.028	5.541	20.494	-0.009	-0.021	0.061
Si	-5.567	-8.18	20.305	0.008	0.047	-0.031
Si	-8.224	-5.459	20.534	0.076	0.027	0.043
Si	-5.239	-2.611	20.452	0.038	-0.045	0.02
Si	3.018	-3.483	22.985	0.033	-0.051	0.08
Si	1.959	1.945	21.716	0.04	-0.006	-0.042
Si	-0.805	4.889	21.689	0.228	0.011	-0.634
Si	0.986	6.567	21.396	-0.054	-0.07	0.069
Si	-1.466	-6.917	21.651	0.405	0.284	-0.226
Si	1.355	-4.403	21.619	-0.011	-0.009	0.017
Si	4.991	-0.268	22.856	0.048	0.029	-0.675
Si	-9.853	1.247	21.769	-0.03	-0.015	0.024
Si	3.607	3.721	21.753	-0.002	0.042	0.035
Si	-8.943	7.345	21.755	0.025	0.052	0.029
Si	0.235	-5.882	25.104	0.147	-0.203	-0.684
Si	6.559	-4.176	21.829	-0.314	-0.326	-0.366
Si	-6.239	-0.813	21.583	-0.04	0.005	-0.04
Si	-4.526	0.913	21.666	0.025	-0.008	-0.005
Si	-6.141	4.614	21.641	0.007	0.006	0.021
Si	-3.734	7.657	23.225	-0.254	-0.306	-0.573
Si	-7.201	-7.224	21.751	-0.038	-0.038	0.018
Si	-3.414	-3.446	21.804	0.065	0.069	-0.028
Si	-7.003	2.773	-6.548	-0.034	-0.05	0.153
Si	-6.462	3.784	23.798	0.212	0.281	-0.679
Si	-5.061	-4.422	-3.849	0.059	-0.061	-0.078
Si	4.563	4.434	23.858	-0.371	-0.232	-0.512
Si	1.676	-0.872	-4.342	0.087	-0.09	-0.109
Si	-7.788	5.495	25.825	-0.096	0.006	-0.096
Si	-9.907	6.919	23.847	0.414	0.07	-0.569
Si	-7.024	-0.071	-2.151	-0.072	-0.047	0.02
Si	1.989	8.245	22.738	-0.073	0.264	-0.421
Si	-4.235	2.999	-3.579	-0.033	0.095	-0.04
Si	-9.166	-2.186	24.147	-0.026	-0.093	-0.28
Si	4.75	-5.228	22.987	-0.06	0.01	0.017
Si	2.566	0.15	-7.217	-0.005	0.016	-0.011
Si	-7.68	6.921	-0.073	0.046	0	0.124
Si	-3.927	2.045	-0.811	0.026	0.087	0.005
Si	2.172	0.771	23.703	0.007	0.403	-0.568
Si	-6.363	5	-4.492	-0.055	-0.03	-0.095
Si	-4.387	-3.845	23.901	0.337	0.047	-0.589
Si	3.835	-1.715	21.573	-0.034	-0.011	-0.102
Si	3.575	-4.52	-6.868	-0.013	-0.015	0.078
Si	-9.949	0.272	-1.671	0.06	0.106	0.148
Si	-4.436	1.594	-6.429	0.017	-0.051	-0.1
Si	-7.543	-6.609	-6.763	0.049	0.105	-0.038
Si	3.958	-2.704	-0.099	-0.459	-0.256	0.309
Si	-1.478	3.278	-4.231	0.116	-0.083	0.048
Si	5.542	-6.445	24.842	-0.147	0.285	-0.487
Si	4.066	-1.564	-2.816	0.013	-0.14	-0.031
Si	0.426	-6.221	22.815	0.016	-0.033	-0.071
Si	-4.625	1.266	24.003	-0.028	-0.22	-0.729
Si	-10.457	3.3	-2.029	-0.006	0.066	0.086
Si	-0.809	4.222	-6.999	0.043	-0.001	-0.107
Si	-9.342	2.347	23.734	-0.126	-0.19	-0.698
Si	-1.564	6.03	24.414	0.021	-0.023	-0.188
Si	-4.524	6.389	21.466	0.022	-0.012	0.03
Si	-1.596	-1.769	21.781	-0.008	-0.014	0.072
Si	-2.04	0.614	25.734	-0.031	-0.043	-0.016
Si	-6.261	-1.288	23.852	0.05	0.134	-0.663
Si	-10.667	-0.281	-7.573	-0.041	0.021	-0.112
Si	-9.213	5.48	-3.812	-0.119	-0.037	-0.076
Si	1.107	-3.56	-5.55	0.071	-0.095	0.049
Si	-0.861	7.307	-7.461	-0.005	0.026	-0.153
Si	-8.001	-6.068	26.186	0.048	-0.075	-0.074
Si	2.414	7.062	-4.941	0.197	0.081	0.053
Si	1.647	-3.244	24.888	0.409	-0.038	-0.556
Si	-10.73	-3.527	-4.725	-0.091	-0.015	-0.009
Si	-5.437	-2.668	-1.547	0.031	0.04	0.057
Si	3.864	-6.978	21.672	-0.029	-0.003	0.001
Si	-2.541	-7.313	-5.44	-0.094	0.11	-0.075
Si	-9.078	0.897	26.437	-0.059	0.017	0.031
Si	2.448	1.363	26.687	0.015	-0.037	-0.135
Si	-1.705	-2.525	-5.603	0.052	-0.064	0.096
Si	-6.009	-6.606	23.736	-0.379	-0.17	-0.586
Si	-4.703	7.332	-3.922	-0.092	0.041	-0.055
Si	0.86	7.569	25.258	0.078	0.058	-0.023
Si	-1.344	1.362	8.123	-0.004	-0.011	0.007
Si	1.386	4.054	8.152	0.013	0.011	0.01
Si	-1.372	6.849	8.163	0.01	-0.008	-0.009
Si	1.355	-6.796	8.203	0.015	-0.014	-0.003
Si	-1.389	-4.035	8.168	-0.012	-0.013	-0.01
Si	1.353	-1.353	8.113	0	0.017	-0.005
Si	4.093	1.318	8.125	0.012	0.001	-0.018
Si	-9.486	4.025	8.173	0.018	-0.019	-0.009
Si	4.067	6.741	8.222	-0.011	0.023	0.022
Si	6.83	9.529	8.204	-0.007	-0.006	0.019
Si	4.041	-4.057	8.166	-0.017	-0.015	0.008
Si	6.764	-1.324	8.145	0.021	0.013	-0.02
Si	-6.835	1.396	8.148	0	0.018	0.003
Si	-4.108	4.106	8.168	-0.014	-0.003	-0.001
Si	-6.78	6.789	8.198	0.033	0.006	0.006
Si	-4.04	-6.801	8.14	-0.023	0.002	-0.01
Si	-6.776	-4.086	8.186	-0.006	0.007	0.024
Si	-4.073	-1.366	8.133	0.002	-0.002	0.015
Si	-2.706	-0.002	9.486	0.019	0.003	0.005
Si	0.003	2.713	9.502	-0.006	0.011	0
Si	-2.729	5.465	9.512	0.003	0.007	0.01
Si	-0.024	-8.136	9.551	-0.013	0.008	0.001
Si	-2.719	-5.428	9.523	0.006	0.002	0
Si	0.001	-2.695	9.508	-0.008	0.001	-0.003
Si	2.723	-0.019	9.496	0.001	-0.017	0.002
Si	-10.865	2.668	9.509	0.023	0.007	0.007
Si	2.712	5.394	9.563	0.032	-0.005	0.012
Si	5.449	8.143	9.527	-0.008	-0.021	-0.009
Si	2.716	-5.43	9.544	-0.005	-0.002	0.007
Si	5.418	-2.695	9.513	-0.006	0.016	-0.009
Si	-8.183	0.022	9.511	-0.014	0.007	0.01
Si	-5.458	2.731	9.519	0.002	-0.003	0.011
Si	-8.159	5.427	9.533	-0.038	0.019	-0.005
Si	-5.403	-8.158	9.521	0.023	-0.019	0.009
Si	-8.138	-5.433	9.553	0.019	-0.006	0.006
Si	-5.433	-2.7	9.523	-0.024	-0.002	0.007
Si	-1.358	-1.345	10.869	0.012	0.005	0
Si	1.367	1.352	10.856	0.003	0.012	0.001
Si	-1.366	4.08	10.856	0.005	-0.005	-0.006
Si	1.34	-9.531	10.881	-0.013	-0.016	-0.002
Si	-1.37	-6.774	10.909	0.009	0.009	0.008
Si	1.348	-4.066	10.886	0.002	-0.009	0.002
Si	4.071	-1.357	10.893	-0.006	-0.014	0.008
Si	-9.523	1.347	10.911	-0.031	-0.016	0.007
Si	-12.216	4.039	10.88	0	0.004	0.002
Si	6.8	6.787	10.887	-0.016	0.001	0.009
Si	4.09	9.518	10.881	0.008	0.016	-0.007
Si	6.802	-4.052	10.874	0.009	0.001	-0.009
Si	-6.807	-1.339	10.866	0.012	0.011	0.001
Si	-4.081	1.355	10.852	-0.014	-0.004	-0.007
Si	-6.801	4.079	10.902	0.013	0.006	-0.009
Si	-4.068	6.809	10.901	0.02	0.026	0.001
Si	-6.783	-6.807	10.884	-0.026	0	0.001
Si	-4.086	-4.073	10.878	0.003	-0.016	-0.004
Si	0.006	0.004	12.225	-0.007	-0.003	0.001
Si	2.733	2.691	12.231	0.005	-0.009	-0.006
Si	-0.006	5.422	12.24	-0.009	0.021	0.005
Si	2.709	-8.164	12.228	0.002	-0.013	-0.003
Si	-0.01	-5.415	12.259	-0.001	0.006	0.009
Si	2.725	-2.725	12.25	-0.001	0.013	-0.005
Si	5.433	-0.006	12.266	0.01	0.003	0.013
Si	-8.155	2.711	12.263	-0.007	0.014	0.005
Si	-10.87	5.414	12.236	0	0.001	-0.002
Si	8.159	8.161	12.232	0.011	-0.018	-0.004
Si	5.453	10.887	12.233	-0.002	-0.005	-0.001
Si	8.158	-2.694	12.242	0.001	0.012	-0.002
Si	-5.439	0.006	12.232	-0.008	-0.003	-0.006
Si	-2.731	2.724	12.217	0.011	-0.006	0.003
Si	-5.443	5.45	12.251	0.001	0.003	-0.004
Si	-2.72	8.168	12.262	-0.011	0.003	0.013
Si	-5.445	-5.428	12.24	0.008	-0.009	-0.005
Si	-2.723	-2.706	12.226	0.007	-0.005	-0.003
O	-3.123	0.691	-0.512	-0.205	-0.206	0.597
O	-10.675	-4.756	-3.693	0.503	-0.128	0.058
O	-0.067	7.261	0.232	-0.027	0.229	0.088
O	-1.778	5.283	0.463	0.026	-0.091	-0.335
O	4.463	7.663	-1.615	0.48	0.318	0.13
O	-5.174	2.269	0.199	0.356	-0.05	0.205
O	3.146	-5.756	-3.646	-0.432	0.1	0.382
O	3.458	-2.501	-1.637	-0.557	-0.325	-0.117
O	-7.051	1.288	-1.263	-0.167	0.332	-0.299
O	-3.374	7.947	-4.567	0.38	-0.285	-0.133
O	4.55	-5.769	-1.506	-0.541	-0.176	0.094
O	-6.852	-6.366	-0.356	0.227	-0.341	-0.035
O	5.198	-0.694	-2.125	0.217	-0.127	0.29
O	0.274	-5.487	-0.187	0.201	-0.155	-0.385
O	-2.989	3.32	-0.534	0.434	-0.182	-0.533
O	2.253	-2.296	26.038	-0.241	0.484	-0.098
O	-2.793	-2.54	-6.801	-0.427	0.286	0.218
O	-1.164	1.354	1.561	-0.105	0.218	-0.604
O	0.455	-0.782	1.51	-0.037	-0.404	0.053
O	0.491	5.234	1.809	-0.009	0.331	0.036
O	-6.978	0.837	1.359	-0.038	-0.369	-0.39
O	-6.41	6.904	-1.06	-0.115	0.048	-0.446
O	-8.221	-2.685	2.197	0.076	0.313	-0.341
O	-6.474	-4.605	1.598	-0.041	-0.326	0.162
O	-3.988	-1.419	1.447	0.164	-0.085	-0.447
O	-4.352	5.566	-0.065	-0.336	-0.203	-0.154
O	-7.046	7.058	1.4	0.422	0.102	0.003
O	-2.355	-3.501	1.376	-0.035	-0.238	-0.399
O	-1.112	1.861	26.192	-0.002	0.564	-0.139
O	-5.51	3.983	-3.565	0.011	0.061	0.842
O	-1.319	4.906	23.263	-0.305	-0.258	0.254
O	5.3	-3.655	-0.151	0.459	0.291	-0.001
O	3.778	0.387	23.779	0.023	0.071	0.437
O	-10.332	3.827	-7.084	-0.685	-0.318	0.356
O	1.403	1.534	0.885	-0.032	-0.227	-0.338
O	-3.422	-4.027	25.203	0.314	0.231	0.155
O	1.125	-0.474	23.48	0.125	-0.25	-0.508
O	0.936	6.388	26.365	0.54	-0.141	0.406
O	2.939	-0.58	-3.396	0.023	0.678	0.217
O	-4.505	-5.525	0.168	0.064	0.297	0.148
O	-4.877	-7.763	23.951	0.051	-0.296	0.116
O	-5.335	2.711	24.278	0.469	0.151	0.632
O	-6.052	-6.056	-7.04	0.117	-0.092	-0.436
O	1.845	4.466	-2.099	0.172	-0.336	-0.169
O	2.966	4.328	-7.489	0.266	-0.283	0.437
O	2.17	7.67	24.3	0.532	0.016	0.27
O	-7.347	-1.219	-5.634	0.275	-0.521	-0.143
O	-10.28	-1.086	23.787	-0.054	0.086	0.453
O	-7.61	5.656	-3.695	0.239	0.199	0.106
O	-8.537	5.574	-0.177	-0.082	-0.014	-0.57
O	5.142	5.933	23.589	-0.448	0.233	-0.129
O	-1.792	-6.2	-4.539	0.487	-0.105	0.145
O	-4.296	6.672	-2.502	0.299	-0.613	0.122
O	2.552	1.754	-7.391	0.268	0.103	0.279
O	-1.448	5.341	25.857	-0.611	-0.311	0.071
O	-10.492	3.437	24.107	0.225	0.245	0.317
O	-9.658	5.598	-5.347	-0.105	0.272	-0.017
O	-6.985	4.179	-5.742	-0.246	0.527	-0.196
O	-10.013	6.657	-3.068	0.134	0.393	0.449
O	-3.23	1.205	24.821	0.179	0.404	-0.114
O	-5.526	2.547	-7.157	-0.016	0.331	-0.75
O	0.182	-2.658	24.42	-0.276	-0.242	-0.133
O	-0.41	-7.457	-1.827	0.154	0.162	-0.425
O	-1.878	-1.543	-0.242	0.39	-0.173	-0.043
O	-1.157	-0.407	24.849	0.121	0.145	0.516
O	-1.428	8.147	-6.217	0.012	-0.191	0.257
O	1.82	-7.741	-4.799	-0.341	0.148	0.39
O	-0.43	7.199	24.315	0.056	0.192	-0.565
O	2.329	-3.51	-6.615	0.026	0.392	-0.147
O	-8.633	-5.509	-7.228	-0.54	-0.102	0.135
O	3.361	5.708	-0.379	-0.078	0.041	0.385
O	-7.901	3.057	23.71	0.001	-0.125	0.066
O	0.577	3.406	-6.84	-0.014	-0.159	0.533
O	-7.351	1.502	-5.586	-0.433	-0.028	0.458
O	-3.763	-5.141	-3.192	-0.11	-0.431	0.593
O	4.416	-6.469	26.005	-0.43	0.237	0.036
O	-6.339	-3.848	-0.904	-0.685	0.017	-0.086
O	-10.242	1.268	-7.639	-0.175	0.181	0.147
O	-5.355	6.204	-4.899	0.286	0.186	-0.39
O	-0.435	5.798	-7.094	0.312	0.087	0.236
O	-6.571	4.982	24.887	0.369	0.073	0.06
O	-6.388	-5.288	-3.585	-0.297	0.367	0.308
O	4.905	-3.96	-6.131	0.029	0.364	-0.171
O	4.879	6.17	-7.23	0.046	0.534	-0.164
O	-10.467	-7.982	24.398	-0.493	-0.143	0.007
O	-9.919	0.356	-0.04	0.521	0.312	0.079
O	-5.371	-2.596	24.245	-0.107	0.047	0.246
O	-1.984	-0.285	-2.647	-0.369	-0.327	-0.176
O	-5.149	0.169	-6.055	0.158	-0.606	0.062
O	-8.178	-2.913	-7.445	0.25	0.326	-0.274
O	-2.794	3.712	-3.391	0.114	0.462	0.515
O	3.84	6.935	-4.155	0.056	-0.399	0.011
O	-5.266	-5.174	23.575	0.095	0.077	-0.431
O	-8.602	-0.41	-2.266	-0.069	-0.505	-0.578
O	-2.583	-7.708	22.575	-0.112	0.029	0.069
O	4.08	-0.394	-7.275	-0.07	-0.413	0.131
O	3.086	3.187	-0.053	0.199	-0.291	-0.277
O	-7.748	-1.482	24.481	-0.162	0.472	0.643
O	-8.944	-3.261	22.957	0.171	-0.281	0.169
O	-8.075	-7.022	-2.637	-0.507	-0.213	-0.277
O	-7.754	-7.978	-7.562	0.395	0.038	0.227
O	-7.652	3.218	0.537	0.254	0.083	0.355
O	1.907	1.43	25.157	-0.381	0.149	0.063
O	-9.557	4.059	-3.13	0.07	-0.268	-0.454
O	3.689	4.492	25.247	-0.713	-0.111	0.175
O	-10.262	1.725	-2.3	-0.251	0.149	-0.419
O	5.303	-7.281	-3.612	0.343	0.139	-0.613
O	-1.353	1.656	-4.342	0.035	0.042	0.044
O	-3.549	-6.519	-6.431	-0.005	-0.343	-0.073
O	-4.423	1.985	-2.342	-0.165	-0.396	-0.145
O	-8.923	6.234	24.939	-0.083	-0.198	0.406
O	-1.273	-5.484	25.497	-0.139	-0.099	-0.181
O	-1.327	-5.026	-2.234	0.3	0.328	0.224
O	-9.359	1.231	24.896	-0.317	-0.38	-0.169
O	-6.177	-1.236	-1.4	0.029	0.145	0.158
O	0.423	-0.121	-3.687	0.16	0.305	0.369
O	-0.298	-3.093	-6.205	0.1	-0.351	-0.658
O	-1.687	3.925	-5.692	-0.612	0.156	-0.032
O	1.313	-4.72	25.488	0.327	-0.082	0.225
O	4.671	-2.387	-4.057	-0.223	0.12	-0.133
O	-3.019	6.713	24.33	-0.432	-0.249	0.327
O	1.033	-5.093	-4.982	-0.829	-0.083	0.311
O	-2.047	-3.519	-4.352	-0.17	0.232	0.299
O	-0.176	3.944	-3.565	0.248	-0.303	0.214
O	-2.135	-6.484	-0.11	0.106	-0.101	0.255
O	-5.774	-7.81	-3.693	0.083	0.162	-0.149
O	3.153	-5.969	-6.259	0.221	-0.468	-0.237
O	4.433	-1.3	0.59	-0.047	0.093	-0.296
O	-9.411	-5.836	25.455	0.109	0.275	-0.063
O	0.621	-7.272	25.897	-0.114	0.122	0.825
O	-8.378	4.201	26.594	0.436	-0.039	0.018
O	-6.912	-6.471	25.067	-0.324	-0.279	0.202
O	1.906	-0.284	-5.822	-0.287	0.108	-0.106
O	1.913	7.708	-1.397	-0.046	0.257	-0.578
O	-0.118	6.246	-2.222	-0.682	0.061	0.158
O	-4.183	-8.134	-0.352	0.069	-0.079	-0.5
O	-9.21	-3.045	-5.001	0.299	-0.2	0.416
O	-4.04	-2.768	-0.738	0.263	-0.231	-0.497
O	-3.168	1.574	-7.426	0.168	-0.422	0.042
O	1.424	5.961	-4.292	-0.21	-0.254	-0.414
O	-4.818	-4.349	-5.448	0.29	0.7	-0.216
O	-7.491	0.997	26.696	0.329	-0.023	-0.412
O	4.36	3.883	-2.183	-0.118	0.124	-0.61
O	-0.41	0.494	-0.7	0.447	0.12	-0.313
O	-5.574	0.036	24.519	-0.207	0.064	0.42
O	-1.6	-0.976	-5.116	-0.306	0.186	-0.311
O	-4.119	2.226	-4.983	0.153	0.127	0.037
O	1.426	-2.48	-4.38	0.047	-0.243	0.295
O	-6.375	0.129	-3.613	0.212	-0.1	0.043
O	-10.053	3.537	-0.48	-0.589	0.107	0.211
O	-5.234	-2.978	-3.135	0.116	0.276	-0.505
O	-9.262	-5.546	-0.81	0.293	0.277	-0.037
O	-9.736	-2.867	25.495	-0.087	-0.673	-0.044
O	-7.747	-6.909	-5.198	-0.478	-0.139	0.186
O	2.516	6.749	-6.529	-0.266	0.482	0.003
O	-3.594	-6.283	26.48	-0.107	-0.178	-0.219
O	-8.687	8.152	-0.398	-0.687	0.065	0.283
O	-9.827	-1.014	-6.421	0.087	-0.003	0.543

Results
total energy: -107792.960 eV
total energy less fixed offsets of O -438.25, Si -107.07 eV per atom: -4.260 eV
